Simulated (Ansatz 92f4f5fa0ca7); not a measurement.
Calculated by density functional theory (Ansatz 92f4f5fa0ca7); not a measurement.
Periodic cell of 189 atoms, Si117O72, from a study of silicon, its oxide and their interface. The atomic structure is a simulated model.

Settings
functional: r2SCAN
potential files: Ansatz norm-conserving
basis: plane waves
wave-function cutoff: 1300 eV
density cutoff ratio: 4
exchange-correlation grid ratio: 1
k mesh: 2 x 2 x 1, shifted by 0.5 0.5 0.5 of a step
self-consistency stop: 5e-08 eV per atom in the density residual
occupations: Fermi-Dirac, 0.05 eV
spin: none
net charge: 0

Cell vectors (angstrom)
a  11.5403  0  0
b  0  11.5403  0
c  4.8403  5.6788  25.3486

Atoms: element, x, y, z (angstrom)
Si  1.4959  1.7562  0.5066
Si  1.4376  4.913  0.2207
Si  1.1772  10.2593  -0.0661
Si  5.2534  0.9098  -0.1493
Si  5.2396  5.8795  -0.3084
Si  5.1981  9.1923  0.0227
Si  9.519  1.6604  -0.2937
Si  9.4039  5.6415  0.0545
Si  9.0797  8.856  0.2766
Si  3.5587  1.5118  1.4779
Si  3.475  5.4542  1.2616
Si  3.1841  9.3181  1.2106
Si  7.3218  1.4879  0.988
Si  7.2033  5.3327  1.0548
Si  7.0908  9.2516  1.4333
Si  11.0151  1.7663  1.5563
Si  11.1506  5.4087  1.5756
Si  11.0493  9.443  1.486
Si  3.5449  3.5378  2.6752
Si  3.2969  7.3663  2.6371
Si  3.3615  11.1455  2.7542
Si  7.2173  3.407  2.4693
Si  7.192  7.2144  2.6258
Si  7.2423  11.2665  2.6494
Si  11.0651  3.5772  2.9361
Si  11.1568  7.4148  2.77
Si  10.9956  11.3263  2.8377
Si  1.5711  3.5283  4.055
Si  1.494  7.3419  4.1411
Si  1.4372  11.2663  4.1195
Si  5.4313  3.499  4.0169
Si  5.2711  7.3223  4.0128
Si  5.3315  11.2214  4.058
Si  9.0369  3.5206  4.0477
Si  9.1361  7.33  4.048
Si  9.0729  11.2425  4.1483
Si  1.4914  1.67  5.4599
Si  1.5024  5.3851  5.4626
Si  1.4644  9.3065  5.4078
Si  5.3261  1.6328  5.438
Si  5.3328  5.3894  5.4142
Si  5.333  9.2671  5.3633
Si  9.1085  1.6601  5.4804
Si  9.1233  5.4036  5.4467
Si  9.1162  9.2641  5.4092
Si  3.4089  1.6862  6.818
Si  3.4247  5.3605  6.8093
Si  3.4053  9.3027  6.7093
Si  7.2051  1.6653  6.8599
Si  7.2164  5.3977  6.8347
Si  7.2132  9.2705  6.7659
Si  11.0803  1.6901  6.8072
Si  11.0866  5.3689  6.7961
Si  11.072  9.2761  6.7346
Si  3.4038  3.5299  8.3372
Si  3.4124  7.358  8.0122
Si  3.377  11.2395  8.036
Si  7.2236  3.5419  8.3444
Si  7.224  7.3524  8.1074
Si  7.1903  11.2181  8.0801
Si  11.0811  3.5359  8.3279
Si  11.1087  7.3345  8.0636
Si  11.1008  11.2316  8.0354
Si  1.4719  3.5356  9.7567
Si  1.524  7.3315  9.3793
Si  1.4791  11.2438  9.41
Si  5.3101  3.5508  9.7732
Si  5.2758  7.3897  9.4072
Si  5.2518  11.2653  9.4142
Si  9.1567  3.5422  9.7641
Si  9.1816  7.2791  9.4043
Si  9.1622  11.2436  9.3374
Si  1.455  1.4431  11.0147
Si  1.5306  5.6348  10.9999
Si  1.538  9.2689  10.6342
Si  5.2287  1.4504  10.9996
Si  5.3068  5.6774  10.9734
Si  5.243  9.3332  10.6599
Si  9.1473  1.4118  10.9173
Si  9.2015  5.6144  11.0793
Si  9.1733  9.2747  10.5213
Si  3.3156  1.0076  12.4213
Si  3.4511  6.096  12.407
Si  3.3819  9.3117  12.0784
Si  7.1993  0.861  12.1592
Si  7.2126  6.3607  12.2176
Si  7.2531  9.379  11.7912
Si  11.0432  0.7975  12.218
Si  11.1908  6.1786  12.3439
Si  11.0957  9.2226  11.794
Si  3.299  11.5323  17.5016
Si  9.6933  5.4864  16.8089
Si  7.5558  5.2702  15.0939
Si  7.5902  2.1212  15.0052
Si  0.4888  4.9837  15.1978
Si  7.9993  9.7692  17.7783
Si  3.1744  3.5807  14.501
Si  5.1572  2.5214  16.7862
Si  13.3248  6.6658  19.8695
Si  15.1594  4.5968  23.724
Si  6.6161  9.3192  21.7239
Si  5.3149  9.6524  17.6081
Si  10.8985  10.1059  16.7641
Si  6.7069  11.4138  19.605
Si  14.0454  8.5119  22.1568
Si  10.4607  0.9883  15.1798
Si  13.3747  1.7033  20.1135
Si  6.833  4.9584  17.7435
Si  14.5873  4.1743  20.9145
Si  11.527  8.3499  21.1569
Si  13.3383  10.5134  20.2208
Si  16.3588  11.2453  23.1403
Si  6.4054  7.6282  19.1886
Si  12.0447  7.2506  17.1358
Si  4.7565  1.7846  20.7387
Si  12.22  12.5487  17.4026
Si  9.3644  8.9884  23.0932
O  0.3173  9.8876  -1.4667
O  1.4212  3.2816  -0.2158
O  14.9521  12.8386  19.9609
O  1.1761  5.8462  -1.128
O  6.71  9.7637  16.752
O  6.2344  8.035  20.7608
O  4.9666  4.7421  -1.5309
O  6.1459  12.9084  19.9628
O  7.9531  11.234  18.5575
O  14.3082  9.9702  21.4293
O  10.0842  5.355  -1.4416
O  1.6704  3.8765  15.0785
O  11.7999  6.8521  20.517
O  16.7757  9.8448  22.3982
O  9.1598  7.2495  0.0672
O  7.9437  3.6935  15.1228
O  12.5937  6.3709  15.8792
O  11.0807  10.698  12.5734
O  4.1918  3.3664  15.7689
O  3.3545  10.8774  12.855
O  3.421  7.7597  12.8729
O  9.4148  9.5655  17.0921
O  3.2253  2.1896  13.6063
O  7.2738  7.975  12.7031
O  6.9712  5.6109  13.6559
O  5.1675  8.1448  18.2223
O  7.1604  1.8232  13.4843
O  8.8786  1.2365  15.4237
O  11.119  7.8249  12.7492
O  -0.1215  5.3066  13.7253
O  16.3077  12.5635  22.1733
O  9.1956  9.3385  -1.2911
O  4.3154  1.3131  17.5164
O  14.7009  8.1286  23.5971
O  10.0372  8.7468  21.6079
O  3.558  4.9119  13.5941
O  1.4725  11.8784  -0.408
O  10.9192  1.5038  13.7173
O  12.6549  1.9519  18.6625
O  10.8179  4.4664  16.1877
O  7.757  8.4503  18.7298
O  4.0723  10.2724  16.7805
O  11.868  8.8092  16.6928
O  7.7704  8.931  22.7876
O  13.378  3.0523  21.0093
O  8.5065  4.8075  17.7497
O  13.1527  7.1689  18.33
O  6.4663  5.5865  16.2741
O  10.8004  10.9329  15.3644
O  5.2507  7.5639  -0.6824
O  14.8336  5.7985  24.7579
O  7.1907  10.6284  20.9295
O  7.2537  10.7931  12.7032
O  14.3143  7.4966  20.8752
O  2.0357  12.0588  16.6262
O  16.0471  3.4093  20.7443
O  14.1183  10.7601  18.8017
O  6.4974  6.012  18.9581
O  6.3538  1.7646  15.9888
O  11.4061  11.1988  17.8784
O  14.7757  5.083  22.2289
O  5.4477  10.609  18.9463
O  9.7771  7.7019  24.0149
O  12.1182  9.4279  20.0615
O  10.5743  6.6357  17.5835
O  8.8993  6.1151  15.5068
O  11.2892  1.7885  16.3406
O  5.2406  10.8092  -0.659
O  5.9181  3.5834  17.8352
O  14.0287  5.189  19.7565
O  12.4435  8.451  22.503
O  12.6726  11.9255  20.7459

Results
free energy: -47203.499 eV
free energy less fixed offsets of O -463.61, Si -117.95 eV per atom: -23.429 eV
pressure: -2.49 GPa
stress xx, yy, zz, yz, xz, xy (GPa, positive in tension): 1.17, 4.89, 1.41, 0.11, 0.06, -0.21

Forces (eV/angstrom), in the order of the atoms: element, x, y, z
Si  0.2552  0.1893  -0.7873
Si  0.1889  -0.3641  -0.4331
Si  -0.2454  0.0601  -0.1944
Si  -0.1994  -0.0641  -0.1865
Si  -0.2085  0.1478  0.0494
Si  0.1992  -0.0521  0.1723
Si  0.2547  -0.2926  -0.1334
Si  0.2111  0.6088  -0.2496
Si  0.0624  -0.4008  -0.2221
Si  0.1706  0.0342  -0.1873
Si  -0.1679  0.0314  -0.1527
Si  -0.1567  0.1748  -0.3661
Si  0.0398  -0.0913  -0.2818
Si  0.1021  0.1553  -0.2822
Si  0.2054  -0.2191  -0.2039
Si  -0.1386  -0.0074  -0.0171
Si  0.0097  -0.1313  -0.1264
Si  -0.0936  0.0167  -0.0558
Si  0.0957  -0.0066  0.0265
Si  -0.0694  -0.0143  -0.0906
Si  -0.0601  0.0005  0.1581
Si  -0.0219  0.1377  -0.2585
Si  0.1235  0.0305  0.1098
Si  0.156  -0.1053  -0.1665
Si  -0.0359  0.0573  0.1822
Si  -0.0195  0.1563  0.0648
Si  -0.2932  0.0272  0.1375
Si  0.0061  -0.0111  -0.0792
Si  -0.0316  0.009  -0.0784
Si  0.0599  -0.0558  -0.0628
Si  -0.2078  0.0212  0.0651
Si  0.0696  -0.0734  -0.1147
Si  -0.0895  0.1046  0.0016
Si  0.1169  -0.0431  0.0334
Si  -0.1053  -0.0073  -0.2007
Si  0.0839  0.1278  0.0222
Si  0.0711  0.0118  0.1016
Si  0.0428  0.0334  0.0746
Si  -0.0549  -0.022  0.0267
Si  -0.0289  -0.0069  -0.0822
Si  0  0.0044  -0.0595
Si  0.12  -0.06  -0.0835
Si  -0.1586  -0.0589  0.042
Si  -0.0542  0.054  0.0204
Si  0.0249  0.0032  -0.059
Si  -0.0388  -0.0658  0.0342
Si  -0.0081  0.0018  0.0273
Si  -0.0734  0.0874  -0.0427
Si  0.0593  -0.0275  0.0367
Si  -0.0237  0.1666  0.0287
Si  0.0003  -0.0273  -0.0241
Si  0.0449  -0.0422  -0.0193
Si  0.0132  -0.0752  -0.0324
Si  0.0171  -0.0259  -0.0392
Si  -0.019  0.0168  0.0054
Si  0.0558  -0.08  0.043
Si  0.0869  0.0822  0.0815
Si  -0.0346  -0.0386  -0.0314
Si  0.0316  -0.1704  0.0381
Si  0.0218  0.113  0.0444
Si  -0.0044  0.0235  0.0479
Si  -0.0831  -0.0244  0.0596
Si  -0.0459  0.1034  0.0472
Si  -0.0048  -0.0098  0.202
Si  0.0397  -0.1027  -0.1831
Si  -0.0138  0.0794  -0.1524
Si  0.0052  0.0344  0.2033
Si  -0.0384  -0.0597  -0.2718
Si  -0.0971  0.1143  -0.2648
Si  0.0222  0.0048  0.1149
Si  -0.0137  -0.1161  -0.3268
Si  0.0621  0.0411  -0.3942
Si  -0.108  -0.0889  0.0204
Si  0.073  0.0178  0.1952
Si  0.0176  0.0376  0.1233
Si  0.0091  -0.0563  0.2017
Si  0.0008  0.0564  0.1914
Si  0.0142  -0.0118  0.263
Si  -0.0371  -0.0221  0.1971
Si  -0.025  0.1087  0.2621
Si  0.0477  0.078  0.2144
Si  0.1433  -0.285  -0.0017
Si  0.0538  0.2071  0.0573
Si  0.1105  0.0278  0.5321
Si  0.0665  -0.2622  0.6634
Si  -0.0061  0.1617  0.6672
Si  -0.0328  -0.0196  1.0796
Si  -0.1237  -0.3296  0.6417
Si  -0.0168  0.3655  0.4829
Si  -0.0615  -0.0305  0.9233
Si  0.0945  -0.1762  -0.0872
Si  0.0445  0.119  0.2156
Si  0.02  0.2341  0.1354
Si  0.0602  -0.062  0.2385
Si  -0.1455  0.112  0.3911
Si  0.2383  -0.0354  -0.2596
Si  -0.0525  -0.0086  0.0128
Si  0.1054  -0.057  0.2907
Si  -0.0112  -0.2  -0.3769
Si  -0.2018  -0.0131  -0.3561
Si  0.0129  -0.0015  -0.3901
Si  -0.1815  -0.0116  -0.2064
Si  -0.0056  -0.2167  0.0725
Si  0.0013  0.1929  -0.054
Si  0.0317  0.0182  -0.3468
Si  0.0579  -0.1242  0.3335
Si  -0.2351  0.0691  -0.1261
Si  -0.0167  0.0995  0.2431
Si  -0.2193  0.1272  -0.3774
Si  -0.1145  -0.0544  -0.3421
Si  -0.2376  -0.0021  -0.0825
Si  -0.1803  0.1367  -0.0681
Si  0.0676  -0.2588  -0.091
Si  -0.0282  0.2039  0.1699
Si  0.0164  -0.0042  -0.4033
Si  -0.0475  0.0337  0.0832
Si  0.091  -0.0285  -0.0181
O  -0.1615  0.2638  0.2207
O  0.1064  0.1323  0.3709
O  0.0391  0.1258  0.1933
O  -0.1394  -0.3977  0.1161
O  -0.0413  -0.0157  0.5876
O  0.0985  0.3706  0.1118
O  0.0408  0.0068  -0.061
O  -0.1952  -0.2359  0.1562
O  -0.3909  -0.3699  0.1028
O  -0.1938  -0.2751  0.0302
O  -0.003  -0.0266  0.2847
O  0.1849  0.0039  -0.1816
O  0.3248  0.3248  0.1339
O  0.0573  0.1791  0.1846
O  0.0482  0.1657  0.0889
O  -0.0792  -0.0093  -0.0397
O  -0.2181  -0.2942  -0.16
O  -0.0024  0.3584  -0.3923
O  -0.0773  -0.0599  -0.2762
O  -0.0592  0.0707  -0.4321
O  -0.0625  -0.092  -0.517
O  0.0599  0.1898  0.0254
O  0.0803  -0.1689  0.0273
O  -0.0326  -0.4246  -0.7976
O  0.1076  0.1245  -0.2256
O  0.3427  0.2725  0.0956
O  0.0409  -0.258  -0.1168
O  -0.0166  0.1048  -0.2138
O  -0.0143  -0.292  -0.7032
O  -0.0669  0.2863  -0.2279
O  0.0009  -0.2575  0.1127
O  0.2653  0.1978  0.2609
O  -0.0315  0.0183  -0.1498
O  -0.2421  -0.2029  0.5973
O  -0.0203  0.0512  0.4403
O  -0.1139  0.1967  0.0363
O  -0.1799  -0.4043  0.5057
O  0.0443  -0.2548  -0.388
O  0.096  -0.2582  0.0237
O  0.0954  0.2858  -0.2116
O  -0.2843  0.1256  -0.0532
O  0.121  0.2073  0.3055
O  -0.1399  0.0002  0.0578
O  0.0773  0.0768  0.1065
O  0.4394  -0.038  -0.0908
O  -0.1025  0.1267  -0.2545
O  -0.1799  -0.0622  0.131
O  0.2975  -0.2241  -0.0572
O  -0.0034  0.2911  0.1203
O  -0.053  0.1041  0.2665
O  0.0444  -0.0564  -0.3608
O  -0.2101  -0.2572  0.1349
O  0.0211  0.4374  -0.8651
O  -0.1672  0.2486  0.3582
O  -0.0408  0.0238  0.2801
O  -0.3566  -0.178  0.1525
O  0.051  0.2283  0.0843
O  0.0514  0.112  -0.2463
O  0.0068  0.1893  -0.16
O  0.0997  0.1266  -0.3152
O  0.2495  -0.2265  0.323
O  0.1998  -0.0163  -0.1085
O  0.0874  -0.0963  -0.1016
O  0.1637  -0.0686  0.3462
O  0.0957  -0.1436  -0.3147
O  -0.159  -0.3968  0.1366
O  -0.0262  -0.3456  -0.1516
O  -0.0239  0.1746  0.34
O  0.0128  0.0315  -0.3255
O  0.0196  0.0328  0.4439
O  0.1538  0.0183  -0.2133
O  0.3898  -0.0297  -0.2013
